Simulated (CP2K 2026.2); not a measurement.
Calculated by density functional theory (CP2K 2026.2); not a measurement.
Periodic cell of 504 atoms, Si360O144, from a study of silicon, its oxide and their interface. The atomic structure is a simulated model.
Doubt: the forces sum to 1.67 eV/angstrom along one axis rather than to zero, so they err by at least 0.0033 eV/angstrom per atom on average; the grid cutoff is modest.

Settings: functional PBE; method Gaussian and plane waves; basis set DZVP-MOLOPT-SR-GTH; pseudopotentials GTH-PBE; grid cutoff 350 Ry, relative cutoff 50 Ry; k points Gamma only; occupations fixed; spin none; net charge 0.

Cell vectors (angstrom)
a 16.32 0 0
b 0 16.32 0
c 7.927 -4.702 34.118

Atoms and the computed forces on them: element, x, y, z (angstrom), force x, y, z (eV/angstrom)
Si 1.151 15.19 0.138 0.301 -0.217 0.701
Si 3.827 1.678 0.262 0.027 -0.236 0.767
Si 1.563 3.783 0.14 -0.136 0.193 0.766
Si 4.19 6.473 0.172 -0.016 0.197 0.682
Si 1.317 10.011 0.05 -0.19 -0.215 0.603
Si 4.269 12.055 0.24 0.007 0.19 0.76
Si 7.033 14.848 0.171 -0.192 0.112 0.785
Si 9.81 1.281 0.041 -0.172 -0.03 0.714
Si 6.366 4.261 0.249 0.209 0.044 0.719
Si 9.691 6.475 0.082 -0.104 0.157 0.731
Si 6.441 9.782 0.01 0.157 -0.184 0.754
Si 17.084 7.834 34.039 0.235 -0.238 0.773
Si 19.852 10.539 34.011 0.156 -0.094 0.67
Si 15.272 1.088 0.414 -0.131 0.065 0.727
Si 11.922 4.22 0.016 0.359 -0.081 0.741
Si 22.8 2.25 33.87 0.193 -0.177 0.792
Si 20.485 4.413 34.021 0.036 0.124 0.818
Si 23.25 7.45 33.937 -0.199 0.028 0.663
Si 2.74 -0.01 1.449 -0.004 -0.002 -0.031
Si 5.309 2.783 1.657 0.007 -0.023 -0.027
Si 2.666 5.359 1.498 -0.005 -0.028 -0.045
Si 5.376 8.151 1.351 -0.028 -0.017 -0.053
Si 2.711 10.998 1.607 0.016 -0.015 -0.024
Si 5.475 13.643 1.444 0.014 0.023 -0.026
Si 8.222 0.106 1.374 0.018 0.022 -0.029
Si 10.927 2.707 1.491 -0.009 0.008 -0.048
Si 8.094 5.394 1.41 -0.032 -0.022 -0.03
Si 10.925 8.091 1.281 0.004 -0.009 -0.043
Si 8.127 10.873 1.255 0.005 0.03 -0.068
Si 10.827 13.627 1.21 -0.03 0.003 -0.019
Si 13.542 -0.1 1.403 -0.034 -0.023 -0.022
Si 16.393 2.708 1.578 0.026 0.021 -0.04
Si 13.667 5.395 1.143 0 0.034 -0.054
Si 16.395 8.226 1.107 0.023 0.027 -0.033
Si 13.675 10.877 1.064 0.016 0.015 -0.028
Si 16.318 13.598 1.399 0.004 -0.018 -0.04
Si 1.403 1.313 2.884 0.026 -0.038 0.047
Si 3.983 4.115 2.982 -0.01 0.001 0.038
Si 1.307 6.864 2.648 -0.018 0.03 -0.013
Si 4.043 9.479 2.784 0.028 -0.012 0.036
Si 1.348 12.354 2.865 -0.014 0.049 0.033
Si 4.105 14.974 2.793 -0.003 -0.002 0.004
Si 6.809 1.378 2.777 0.009 -0.011 0.006
Si 9.464 4.035 2.77 0.015 -0.008 0.028
Si 6.79 6.842 2.737 -0.026 -0.004 -0.007
Si 9.539 9.509 2.591 -0.012 -0.007 -0.036
Si 6.831 12.218 2.739 0.003 -0.012 0.031
Si 9.55 14.984 2.706 -0.02 -0.009 0.012
Si 12.299 1.343 2.791 0.017 0.011 0.006
Si 14.938 4.124 2.701 -0.03 0.025 0.007
Si 12.296 6.725 2.626 0.005 -0.043 0.034
Si 15.002 9.545 2.549 -0.004 -0.013 0.008
Si 12.259 12.215 2.495 0.026 0.004 -0.047
Si 14.891 14.873 2.762 0.01 -0.019 0.039
Si 16.275 -0.052 4.123 -0.003 0.022 -0.028
Si 2.684 2.692 4.272 0.017 -0.011 -0.001
Si 16.285 5.503 4.047 0.032 -0.027 -0.005
Si 2.669 8.14 4.104 0.023 -0.021 0.003
Si 16.291 10.874 4.055 -0.01 -0.045 -0.037
Si 2.739 13.664 4.185 -0.025 0.014 0.006
Si 5.466 0.007 4.135 -0.006 0.003 -0.002
Si 8.144 2.708 4.162 0.009 0.023 -0.001
Si 5.44 5.506 4.163 -0.007 -0.014 -0.026
Si 8.191 8.194 4.043 -0.011 -0.015 -0.011
Si 5.446 10.863 4.09 -0.006 0.035 -0.025
Si 8.192 13.603 4.073 -0.02 0.032 -0.029
Si 10.897 -0.008 4.107 -0.003 -0.027 -0.022
Si 13.63 2.746 4.104 0.002 -0.035 0.005
Si 10.895 5.422 4.038 0.035 0.015 -0.017
Si 13.63 8.17 3.959 0.004 0.007 -0.056
Si 10.905 10.886 3.936 -0.016 0.016 0.013
Si 13.54 13.501 4.05 -0.009 0.004 0.008
Si 17.689 -1.358 16.31 0.004 0.008 0.004
Si 4.077 1.362 16.332 -0.01 0.009 0.009
Si 17.666 4.064 16.323 -0.015 -0.005 0.005
Si 4.081 6.809 16.341 0.006 0.013 0.008
Si 17.703 9.509 16.322 -0.006 0 0.003
Si 4.105 12.234 16.32 0.015 -0.006 -0.004
Si 6.785 -1.361 16.319 -0.006 -0.006 0.002
Si 9.521 1.359 16.29 -0.005 0 -0.004
Si 6.769 4.084 16.313 0.002 -0.01 0
Si 9.502 6.82 16.317 -0.005 -0.002 -0.002
Si 6.79 9.521 16.338 0.002 -0.002 -0.003
Si 9.511 12.231 16.322 0.006 -0.001 0.01
Si 12.237 -1.364 16.307 -0.005 -0.011 0.009
Si 14.987 1.376 16.308 -0.001 0.016 -0.003
Si 12.25 4.081 16.291 0.002 -0.01 -0.012
Si 14.98 6.777 16.295 -0.005 -0.001 -0.004
Si 12.217 9.529 16.284 -0.004 0.003 0.001
Si 14.972 12.242 16.284 0.01 0.005 -0.005
Si 19.03 0.003 17.69 0.022 -0.025 0.005
Si 5.447 2.706 17.699 0.005 0.017 0.02
Si 19.005 5.449 17.66 -0.003 0.006 0.011
Si 5.438 8.17 17.727 -0.006 -0.013 -0.003
Si 19.108 10.837 17.675 0.017 0.004 0.009
Si 5.413 13.627 17.7 0.002 0.02 0.017
Si 8.17 -0.006 17.649 -0.015 0.03 0.003
Si 10.872 2.735 17.629 0.012 0.01 0.028
Si 8.081 5.497 17.653 -0.013 -0.007 -0.002
Si 10.882 8.173 17.665 -0.018 0.018 0.03
Si 8.163 10.864 17.694 -0.012 -0.021 0.031
Si 10.861 13.606 17.675 0 0.009 0.016
Si 13.631 -0.002 17.624 0.021 0 0.025
Si 16.329 2.711 17.729 0.003 -0.007 0.013
Si 13.645 5.398 17.653 0 -0.002 0.005
Si 16.331 8.134 17.655 0.023 -0.015 0.03
Si 13.573 10.908 17.611 0 -0.008 -0.001
Si 16.347 13.576 17.648 -0.047 -0.01 0.017
Si 17.678 1.32 19.092 -0.029 0.014 0.012
Si 20.372 4.102 18.996 0.011 -0.014 -0.032
Si 17.657 6.776 19.074 0.008 0.011 -0.012
Si 20.397 9.477 19.133 -0.042 0.004 0.011
Si 17.766 12.228 18.969 0.017 0.033 -0.022
Si 20.365 -1.33 19.092 0.019 0.002 -0.019
Si 6.828 1.313 19.042 -0.018 0.001 -0.015
Si 9.446 4.111 18.916 -0.008 -0.024 -0.023
Si 6.786 6.846 19.124 0.032 -0.007 0.018
Si 9.522 9.499 19.077 -0.02 0.003 -0.032
Si 6.789 12.255 19.016 0.016 -0.01 -0.023
Si 9.505 -1.346 19.041 0.009 -0.003 -0.009
Si 12.276 1.378 18.949 -0.01 -0.004 -0.031
Si 14.975 4.075 19.101 -0.002 0.013 -0.008
Si 12.287 6.784 18.948 0.01 0.012 -0.018
Si 14.928 9.527 18.915 -0.026 0 -0.039
Si 12.246 12.261 19.01 0.013 -0.013 0.009
Si 14.978 -1.378 18.988 -0.007 -0.002 -0.021
Si 16.335 -0.096 20.435 -0.002 -0.023 0.069
Si 19.068 2.711 20.377 -0.016 0.024 0.053
Si 16.307 5.438 20.504 -0.019 -0.008 0.041
Si 18.994 8.117 20.507 0.005 -0.023 0.06
Si 16.352 10.852 20.19 -0.005 -0.022 0.025
Si 19.014 -2.728 20.445 -0.007 0.005 0.049
Si 5.471 -0.022 20.462 0.018 -0.045 0.038
Si 8.161 2.756 20.335 0.026 -0.011 0.059
Si 5.333 5.5 20.404 -0.052 0.048 0.041
Si 8.186 8.145 20.542 0.051 0.024 0.055
Si 5.448 10.9 20.415 -0.008 -0.002 0.05
Si 8.146 -2.707 20.4 -0.014 -0.002 0.053
Si 10.925 0.029 20.308 0.016 -0.015 0.063
Si 13.604 2.68 20.403 0.037 0.018 0.056
Si 10.837 5.452 20.208 0.008 0.022 0.038
Si 13.629 8.159 20.307 0.009 -0.02 0.035
Si 10.919 10.912 20.381 -0.012 -0.021 0.012
Si 13.578 -2.685 20.365 -0.001 0.035 0.039
Si 17.396 -1.707 21.844 0.23 0.248 -0.764
Si 20.703 1.66 21.686 -0.096 -0.161 -0.783
Si 17.904 4.205 21.744 -0.264 -0.118 -0.764
Si 20.057 6.493 21.89 0.231 0.304 -0.768
Si 17.33 9.318 21.66 0.19 -0.005 -0.804
Si 20.557 12.414 21.75 -0.117 -0.175 -0.772
Si 6.516 -1.712 21.774 0.14 0.256 -0.772
Si 9.826 1.646 21.565 -0.213 -0.096 -0.779
Si 6.548 3.932 21.577 0.149 0.041 -0.74
Si 9.906 6.978 21.723 -0.364 -0.123 -0.725
Si 7.123 9.907 21.713 -0.125 -0.287 -0.826
Si 9.383 12.108 21.687 0.227 0.165 -0.743
Si 12.434 -1.097 21.71 -0.105 -0.247 -0.773
Si 14.717 1.02 21.679 0.097 0.222 -0.802
Si 11.941 3.907 21.513 0.26 0.036 -0.745
Si 15.132 7.089 21.756 -0.132 -0.265 -0.721
Si 12.071 9.288 21.614 0.152 0.243 -0.788
Si 15.221 12.402 21.465 -0.188 0.075 -0.769
Si 20.338 0.751 24.638 0.15 0.032 -0.151
Si 20.692 8.027 24.591 -0.102 -0.08 -0.115
Si 9.43 2.607 30.023 0.019 -0.11 -0.154
Si 10.733 6.646 27.24 -0.083 -0.151 0.046
Si 7.642 2.375 27.895 0.077 0.009 0
Si 7.07 9.008 24.568 0.016 0.055 -0.006
Si 18.511 2.104 29.859 -0.017 -0.033 0.076
Si 10.108 3.779 27.47 0.107 0.024 0.035
Si 7.528 4.328 24.392 0.011 -0.057 -0.095
Si 20.059 8.55 27.409 0.059 -0.008 -0.145
Si 15.888 2.973 23.619 0.157 -0.051 -0.002
Si 14.771 4.672 28.485 -0.07 0.084 0.012
Si 22.244 -3.704 31.866 -0.113 0.023 -0.007
Si 8.157 0.544 31.737 -0.132 0.048 0.154
Si 11.64 8.748 29.321 0.258 0.034 -0.029
Si 16.503 2.859 26.607 -0.084 -0.066 -0.051
Si 12.641 4.709 26.457 -0.097 -0.051 -0.138
Si 13.122 11.521 32.257 0.01 -0.008 0.146
Si 7.972 10.714 27.043 -0.007 0.014 0.079
Si 10.869 -2.244 26.96 0.02 -0.139 -0.125
Si 19.011 6.378 29.118 -0.06 -0.058 0.053
Si 10.938 11.189 27.592 -0.014 0.042 0.121
Si 19.112 10.623 23.861 0.01 0.03 -0.102
Si 8.656 1.543 24.288 0.012 -0.013 0.003
Si 13.456 11.074 23.621 -0.132 0.01 -0.125
Si 13.768 5.114 23.553 -0.06 0.15 0.001
Si 8.659 -0.168 26.619 0.001 0.071 -0.15
Si 21.921 9.607 31.913 -0.033 -0.143 0.126
Si 19.695 -2.74 26.923 -0.039 0.008 0.056
Si 18.163 -1.136 24.925 -0.107 -0.078 -0.193
Si 11.219 -2.961 23.854 -0.052 0.052 -0.061
Si 14.724 7.621 29.397 -0.118 0.022 0.01
Si 18.239 10.947 26.881 0.089 -0.008 -0.041
Si 22.477 -3.432 27.836 0.055 -0.101 0.161
Si 22.842 -1.582 30.092 0.04 -0.008 0.044
Si 18.95 4.042 27.371 0.028 0.052 -0.057
Si 18.624 -0.85 29.096 -0.084 -0.006 -0.049
Si 16.022 -1.626 32.171 0.053 0.05 0.137
Si 6.673 -0.478 24.545 0.02 -0.023 -0.009
Si 18.968 4.566 31.344 -0.102 -0.04 0.002
Si 15.59 10.426 28.358 0.05 -0.048 0.068
Si 16.295 -0.295 27.164 0.085 0.056 -0.003
Si 16.167 1.512 31.539 -0.066 -0.107 0.095
Si 9.114 6.791 24.603 0.116 -0.07 -0.106
Si 20.155 -1.916 31.269 0.014 -0.043 0.063
Si 13.611 11.438 26.383 0.031 0.128 0.053
Si 14.162 3.686 31.441 -0.093 -0.07 0.123
Si 11.081 3.735 32.201 0.098 -0.02 0.108
Si 22.213 10.102 28.867 -0.027 0.064 0.186
Si 13.816 -2.082 27.447 0.041 -0.108 -0.098
Si 16.962 6.675 31.152 -0.083 -0.001 0.061
Si 21.566 3.193 26.239 0.094 0.007 -0.02
Si 14.773 -3.604 30.051 0.055 0.006 0.013
Si 10.919 9.213 32.195 -0.061 0.081 0.195
Si 1.339 14.976 5.517 0.023 0.003 -0.004
Si 4.111 1.348 5.534 0.007 -0.013 0.003
Si 1.293 4.124 5.477 -0.025 0.007 -0.003
Si 4.05 6.831 5.493 -0.001 -0.002 0.005
Si 1.33 9.53 5.438 0 0.005 -0.001
Si 4.093 12.232 5.463 0.007 -0.007 -0.002
Si 6.823 14.941 5.459 -0.002 -0.005 -0.009
Si 9.529 1.341 5.474 -0.018 -0.017 0
Si 6.796 4.104 5.486 -0.005 -0.005 0.001
Si 9.547 6.812 5.395 -0.01 -0.022 -0.007
Si 6.825 9.525 5.438 -0.006 -0.012 -0.017
Si 9.568 12.228 5.384 0.022 -0.008 -0.013
Si 12.239 14.917 5.431 0.018 0.016 0.003
Si 14.961 1.363 5.464 0 0.01 0.006
Si 12.23 4.081 5.44 -0.024 0.001 -0.009
Si 14.94 6.844 5.415 -0.005 0.002 -0.017
Si 12.249 9.519 5.332 -0.002 0.006 -0.013
Si 14.921 12.195 5.432 0.008 0.002 0.003
Si 2.718 0.003 6.863 -0.017 0.014 -0.004
Si 5.456 2.738 6.856 -0.005 -0.003 0.005
Si 2.696 5.45 6.83 0.025 -0.013 -0.004
Si 5.446 8.186 6.811 -0.008 0.002 -0.002
Si 2.708 10.879 6.801 0.004 -0.009 -0.012
Si 5.454 13.59 6.818 -0.006 0.006 -0.008
Si 8.167 -0.013 6.825 0.012 0.003 0.003
Si 10.884 2.72 6.813 0.013 -0.001 -0.005
Si 8.186 5.467 6.795 0 -0.003 -0.012
Si 10.9 8.178 6.746 -0.005 0.001 -0.003
Si 8.194 10.89 6.773 -0.006 0.006 -0.002
Si 10.884 13.578 6.797 -0.011 0.003 0.005
Si 13.591 -0.019 6.791 0.008 -0.004 -0.002
Si 16.294 2.735 6.835 -0.004 -0.001 -0.001
Si 13.59 5.463 6.778 -0.009 -0.004 0.001
Si 16.303 8.17 6.802 0 0.008 0.007
Si 13.57 10.845 6.78 0.025 -0.001 0.003
Si 16.29 13.567 6.803 -0.003 0.004 -0.007
Si 17.673 1.381 8.188 0.036 0.027 0.003
Si 4.068 4.091 8.185 -0.008 -0.017 0.002
Si 17.662 6.816 8.173 -0.002 -0.002 0
Si 4.077 9.534 8.166 0.005 0.015 0.002
Si 17.668 12.23 8.165 -0.002 -0.008 -0.002
Si 4.087 14.946 8.184 -0.012 -0.011 0.001
Si 6.816 1.358 8.186 0.001 0.005 0
Si 9.525 4.091 8.162 -0.002 -0.003 -0.003
Si 6.807 6.811 8.155 0.001 -0.01 -0.004
Si 9.538 9.52 8.133 0.013 0.003 0
Si 6.826 12.233 8.156 -0.002 0.012 -0.001
Si 9.529 14.943 8.166 -0.013 -0.007 0
Si 12.239 1.349 8.16 -0.013 -0.009 -0.001
Si 14.929 4.101 8.166 0.001 -0.015 0.003
Si 12.235 6.819 8.14 0.006 -0.003 -0.001
Si 14.942 9.518 8.159 -0.015 -0.008 0.017
Si 12.24 12.221 8.152 -0.005 -0.005 0.006
Si 14.951 14.949 8.16 0.01 0.015 -0.002
Si 16.314 -0.006 9.519 -0.007 -0.006 -0.009
Si 2.717 2.729 9.543 -0.004 -0.002 0.013
Si 16.305 5.447 9.524 0.005 -0.013 -0.004
Si 2.717 8.169 9.523 0.008 -0.01 -0.001
Si 16.309 10.873 9.522 0 0.002 0.002
Si 2.714 13.589 9.526 0.005 -0.002 0.004
Si 5.445 -0.002 9.533 -0.001 0.014 0
Si 8.17 2.729 9.531 -0.002 -0.007 0.009
Si 5.445 5.453 9.522 0.002 -0.004 -0.007
Si 8.171 8.169 9.505 -0.003 0.004 -0.005
Si 5.448 10.887 9.516 -0.011 -0.004 -0.001
Si 8.166 13.596 9.527 0.005 0.006 0.005
Si 10.88 -0.006 9.523 0.006 0 -0.001
Si 13.588 2.722 9.52 -0.001 0.009 0
Si 10.883 5.454 9.512 -0.005 -0.001 0
Si 13.593 8.159 9.521 0.008 -0.001 0.005
Si 10.882 10.872 9.515 0 0.014 0.005
Si 13.594 13.588 9.516 -0.004 -0.007 0.004
Si 17.679 -1.363 10.88 0.005 0.011 0
Si 4.082 1.36 10.888 -0.002 -0.001 0.001
Si 17.67 4.091 10.882 0.005 0 0
Si 4.081 6.808 10.879 0.001 -0.004 0.003
Si 17.676 9.52 10.885 -0.004 0.006 0.001
Si 4.084 12.238 10.881 0.002 0.004 0
Si 6.806 -1.361 10.887 -0.007 -0.011 -0.006
Si 9.524 1.36 10.886 0.009 0.002 0.002
Si 6.798 4.086 10.883 -0.006 -0.008 -0.004
Si 9.518 6.807 10.875 0.001 -0.004 -0.005
Si 6.804 9.52 10.869 0.005 0.006 0
Si 9.526 12.233 10.875 -0.007 -0.011 0.002
Si 12.239 -1.367 10.877 -0.004 0.006 -0.001
Si 14.957 1.36 10.872 0.007 0.005 -0.004
Si 12.232 4.085 10.876 -0.005 -0.005 0.002
Si 14.952 6.803 10.885 -0.01 -0.002 -0.001
Si 12.238 9.519 10.882 -0.003 -0.005 -0.003
Si 14.958 12.238 10.883 0.009 0.008 0.005
Si 19.044 -0.006 12.239 -0.002 0.003 0.004
Si 5.437 2.726 12.244 0.004 -0.002 0.001
Si 19.039 5.446 12.233 0 -0.011 -0.006
Si 5.444 8.164 12.236 -0.001 0.002 -0.001
Si 19.044 10.879 12.24 0.009 -0.002 -0.007
Si 5.441 13.601 12.241 -0.005 0.002 0.006
Si 8.16 0.002 12.247 -0.007 0.005 0
Si 10.879 2.725 12.243 -0.001 0.01 0.001
Si 8.158 5.448 12.24 0.001 0.005 0
Si 10.874 8.164 12.24 0.004 0.005 0.002
Si 8.158 10.88 12.228 0.001 0.013 -0.008
Si 10.877 13.597 12.236 -0.002 -0.002 -0.001
Si 13.601 -0.001 12.229 0 -0.002 -0.007
Si 16.32 2.716 12.232 0.002 -0.002 -0.001
Si 13.591 5.441 12.237 0.008 -0.013 -0.002
Si 16.322 8.154 12.244 -0.003 -0.003 0.002
Si 13.603 10.875 12.242 -0.006 -0.003 -0.004
Si 16.321 13.599 12.243 -0.005 -0.008 0
Si 17.689 1.362 13.59 -0.004 -0.002 -0.002
Si 4.066 4.083 13.598 -0.005 0.009 -0.002
Si 17.69 6.797 13.601 0.01 -0.004 0.003
Si 4.09 9.525 13.599 -0.013 0 0.003
Si 17.686 12.237 13.599 0.003 0.009 -0.003
Si 4.081 -1.365 13.604 0.005 0 0.003
Si 6.796 1.366 13.603 -0.01 0.009 0.001
Si 9.517 4.089 13.599 0.003 -0.018 0.001
Si 6.792 6.801 13.603 0.007 -0.006 0.004
Si 9.505 9.523 13.591 -0.015 0.011 -0.005
Si 6.806 12.238 13.592 0.007 -0.021 -0.005
Si 9.513 -1.369 13.6 0.011 -0.004 0.004
Si 12.244 1.356 13.59 0.01 0.002 -0.005
Si 14.957 4.075 13.581 -0.008 0.003 -0.006
Si 12.234 6.804 13.597 -0.014 -0.001 0.003
Si 14.963 9.512 13.602 0.011 0 0
Si 12.24 12.241 13.59 0.001 0.006 -0.004
Si 14.963 -1.35 13.594 -0.008 0.012 0.006
Si 16.335 0.008 14.95 0 -0.003 0
Si 19.038 2.716 14.964 0.004 0.006 0
Si 16.326 5.419 14.938 -0.003 -0.014 0.003
Si 19.056 8.16 14.957 0.01 -0.001 0.002
Si 16.336 10.865 14.955 -0.012 0.005 -0.007
Si 19.048 13.589 14.964 -0.01 -0.006 0.007
Si 5.433 0.005 14.961 0.007 0.003 0.008
Si 8.152 2.733 14.957 0.006 0.01 0.007
Si 5.418 5.445 14.958 -0.012 -0.017 -0.006
Si 8.144 8.171 14.959 0.006 0.003 0.005
Si 5.456 10.882 14.956 0.008 0.023 -0.011
Si 8.15 13.594 14.965 -0.016 -0.006 -0.003
Si 10.881 -0.006 14.942 0.005 0.017 0
Si 13.609 2.715 14.943 0.004 0.003 0.006
Si 10.871 5.453 14.961 0.004 -0.006 0.006
Si 13.6 8.153 14.959 0 0.004 0.007
Si 10.863 10.889 14.937 -0.001 -0.01 0.002
Si 13.601 13.604 14.942 0.002 -0.01 0.004
O 7.125 -1.278 23.222 0.362 -0.052 0.156
O 14.659 11.484 22.662 0.194 -0.202 0.305
O 10.631 -1.991 33.794 0.152 -0.162 -0.563
O 15.709 2.942 25.21 -0.328 -0.026 0.132
O 18.984 5.316 22.254 -0.011 0.084 0.427
O 7.133 4.721 22.873 0.034 0.593 0.032
O 14.651 2.122 31.487 -0.528 -0.366 -0.218
O 14.845 4.478 32.685 0.367 0.169 -0.222
O 11.41 7.971 33.086 -0.015 -0.28 -0.207
O 19.739 5.382 30.167 0.741 -0.178 -0.023
O 5.494 2.791 22.101 -0.1 0.105 0.255
O 18.774 -4.591 33.594 -0.006 -0.043 -0.244
O 9.73 6.279 23.194 0.073 -0.494 0.213
O 18.774 -1.8 30.42 -0.335 -0.384 0.166
O 14.84 4.038 23.028 0.171 0.134 -0.518
O 13.577 -0.032 22.199 -0.083 0.103 0.278
O 10.974 8.169 22.032 0.048 0.176 0.081
O 18.865 12.306 27.507 -0.002 0.006 0.384
O 21.399 -0.48 24.753 -0.318 -0.511 0.014
O 8.128 6.367 33.509 0 -0.262 -0.228
O 8.294 10.974 22.1 -0.184 0.079 0.205
O 9.299 0.955 22.938 0.201 -0.599 0.147
O 12.388 4.808 22.796 -0.339 0.291 0.232
O 8.642 3.149 24.279 0.344 0.176 0.116
O 20.103 1.114 23.087 -0.501 -0.062 0.157
O 20.09 -1.219 32.711 0.132 0.069 -0.062
O 16.675 10.803 27.226 -0.055 -0.098 -0.468
O 8.797 -0.364 32.901 -0.036 -0.178 -0.131
O 22.444 2.644 27.481 -0.242 0.031 0.23
O 8.057 -4.6 33.946 0.018 0.254 -0.289
O 9.958 3.713 31.05 -0.485 0.429 -0.078
O 21.618 3.335 33.478 -0.033 0.041 -0.43
O 19.105 0.626 29.586 0.592 -0.122 0.188
O 12.7 9.787 23.029 -0.047 -0.3 0.472
O 14.138 10.742 25.038 0.581 -0.377 0.078
O 9.557 9.823 32.83 -0.111 0.108 -0.34
O 18.506 11.024 25.293 -0.182 0.356 -0.05
O 15.49 1.532 23.023 0.032 -0.426 0.474
O 18.853 2.969 28.565 0.317 -0.291 0.021
O 18.926 0.257 25.207 -0.15 0.472 0.344
O 13.486 4.109 27.682 -0.149 -0.659 0.182
O 17.903 -1.282 23.336 0.292 0.304 0.259
O 15.979 8.998 33.756 0.067 0.091 -0.237
O 12.014 11.196 26.393 -0.199 -0.133 -0.477
O 9.357 1.247 30.892 0.633 -0.124 -0.133
O 15.981 3.883 27.756 0.254 0.188 0.189
O 7.442 9.949 28.385 0.502 -0.488 0.485
O 17.405 5.089 31.302 -0.556 -0.255 0.068
O 11.526 10.297 28.813 0.402 0.385 0.482
O 13.511 4.874 25.119 0.137 -0.072 0.245
O 14.771 -1.435 33.17 -0.404 -0.242 0.04
O 21.312 -1.166 30.416 -0.166 0.59 -0.187
O 18.862 9.616 27.537 -0.187 -0.01 0.457
O 17.986 3.41 26.24 0.281 0.119 -0.415
O 22.46 -2.915 33.262 -0.391 0.691 -0.007
O 14.365 6.559 23.12 0.08 0.462 0.426
O 21.267 -3.12 26.803 0.114 0.221 -0.672
O 15.419 7.104 30.808 -0.41 -0.003 0.307
O 9.937 12.743 23.082 -0.164 -0.039 0.366
O 11.299 3.769 26.35 0.118 -0.517 -0.295
O 10.808 7.862 28.264 -0.35 0.03 -0.202
O 5.914 8.013 25.068 0.098 -0.313 0.601
O 16.224 8.227 22.203 -0.125 0.184 0.327
O 18.741 0.665 33.779 -0.148 0.157 -0.32
O 7.998 0.799 27.739 -0.284 -0.378 0.323
O 6.5 9.583 23.174 -0.55 -0.085 0.287
O 14.659 4.281 30.037 0.061 0.07 -0.065
O 14.844 6.307 28.42 0.092 -0.07 -0.626
O 7.925 2.83 29.431 -0.273 0.257 0.265
O 10.79 8.668 30.694 -0.438 -0.078 -0.009
O 14.429 10.89 32.948 0.395 0.114 -0.474
O 6.196 3.929 25.187 -0.306 0.125 -0.337
O 12.567 -3.553 33.09 0.004 0.385 -0.288
O 12.292 -1.567 27.323 -0.003 0.719 -0.077
O 19.671 4.972 32.731 -0.06 0.534 0.021
O 19.12 2.964 31.106 0.406 -0.37 0.474
O 22.72 8.38 32.657 -0.002 0.078 -0.247
O 13.239 0.679 33.773 -0.058 0.212 -0.409
O 8.404 8.185 24.249 0.362 0.32 -0.369
O 14.123 -2.733 28.876 -0.251 0.225 0.323
O 20.049 7.46 28.579 0.664 -0.137 0.196
O 11.215 2.354 33.047 -0.259 -0.37 -0.309
O 10.469 4.901 33.143 0.33 0.203 -0.104
O 19.907 7.774 25.986 -0.437 -0.269 0.211
O 9.566 10.576 27.023 0.172 -0.529 -0.163
O 19.845 11.856 23.111 -0.307 0.21 0.439
O 11.706 -1.633 23.064 -0.032 0.189 0.188
O 7.502 -1.007 25.83 0.049 -0.622 0.342
O 8.13 5.628 25.116 -0.214 0.036 0.508
O 10.819 -2.613 25.375 -0.187 -0.108 -0.093
O 20.484 9.803 32.671 -0.131 -0.465 -0.3
O 7.095 1.085 24.349 -0.398 0.312 -0.194
O 15.6 8.884 28.852 0.536 -0.211 -0.205
O 16.336 -0.107 31.665 0.39 -0.041 -0.445
O 21.932 11.722 28.876 -0.385 0.277 0.484
O 15.613 -2.591 30.966 0.162 0.212 -0.28
O 16.821 -1.014 25.808 -0.507 -0.23 -0.031
O 20.804 1.984 25.527 -0.187 0.15 -0.079
O 20.528 6.974 23.38 0.327 -0.098 0.207
O 19.079 -2.353 25.474 0.304 -0.298 -0.269
O 20.204 9.46 24.035 0.349 -0.083 0.049
O 22.625 11.064 32.036 0.558 -0.009 0.08
O 12.427 12.303 23.764 0.035 -0.026 0.191
O 21.857 9.395 30.294 -0.267 -0.266 -0.219
O 17.121 -0.795 28.481 -0.221 -0.016 0.391
O 8.648 3.27 26.964 -0.246 -0.062 -0.689
O 21.403 9.406 27.65 0.087 -0.027 -0.448
O 12.241 6.208 26.89 0.541 0.531 -0.107
O 7.415 -0.358 30.619 0.089 0.057 -0.32
O 22.926 -2.027 28.535 0.251 0.307 -0.44
O 14.763 -0.792 27.261 -0.321 0.425 0.201
O 7.374 10.124 25.671 -0.004 0.42 -0.111
O 9.976 5.353 27.896 -0.529 -0.054 0.337
O 7.456 12.257 27.103 0.373 0.299 -0.204
O 17.343 3.435 23.081 0.347 -0.057 0.545
O 15.743 11.511 29.556 0.464 -0.084 0.304
O 23.474 1.605 32.502 -0.189 0.178 -0.402
O 16.926 1.951 30.175 -0.247 0.22 -0.283
O 14.012 -3.3 26.376 0.441 0.178 -0.688
O 12.56 3.945 31.569 -0.04 0.282 -0.329
O 17.882 10.104 22.963 -0.092 0.108 0.13
O 12.007 10.385 32.189 -0.045 -0.029 -0.148
O 23.251 -2.953 30.859 0.465 -0.443 0.055
O 10.679 -3.555 27.915 -0.278 0.079 0.472
O 9.396 0.815 25.536 0.734 0.127 -0.111
O 17.474 7.346 32.533 0.473 -0.08 -0.356
O 18.449 5.491 27.884 -0.201 0.366 -0.254
O 9.703 -1.18 27.29 -0.021 -0.08 0.511
O 10.9 2.777 22.058 0.023 -0.019 0.472
O 10.428 2.767 28.727 0.351 -0.44 0.192
O 19.561 -1.474 27.93 0.456 0.315 -0.179
O 13.522 12.042 30.805 -0.329 0.08 -0.466
O 16.881 2.217 32.816 0.064 0.316 -0.042
O 16.259 -2.846 22.129 0.028 -0.139 0.248
O 13.17 8.162 29.533 -0.148 0.078 -0.029
O 17.826 7.182 29.875 -0.212 0.641 -0.473
O 10.096 7.099 25.833 0.008 0.267 0.007
O 13.26 6.244 33.791 0.149 -0.153 -0.477
O 14.154 10.674 27.678 -0.337 -0.3 0.172
O 17.21 -2.416 32.965 0.052 0.128 -0.226
O 20.685 -3.451 31.447 -0.48 -0.537 0.012
O 16.417 1.32 27.108 0.034 0.055 0.395
O 20.454 4.202 26.821 0.084 0.535 0.037
O 5.363 -2.801 22.182 -0.082 0.014 0.275

Results
total energy: -101653.853 eV
total energy less fixed offsets of O -438.35, Si -107.03 eV per atom: -0.653 eV
